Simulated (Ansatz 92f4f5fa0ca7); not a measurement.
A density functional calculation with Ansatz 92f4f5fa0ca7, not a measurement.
Periodic cell of 264 atoms, Si152O112, from a study of silicon, its oxide and their interface. The atomic structure is a simulated model.
This geometry differs little from another in the collection (a relaxation step or a small displacement).

Settings
functional: r2SCAN
potential files: Ansatz PAW
basis: plane waves
wave-function cutoff: 800 eV
density cutoff ratio: 5
exchange-correlation grid ratio: 1
k mesh: 1 x 1 x 1, shifted by 0.5 0.5 0 of a step
self-consistency stop: 1e-10 eV per atom in the density residual
occupations: fixed
spin: none
net charge: 0

Cell vectors (angstrom)
a, 10.888, 0, 0
b, 0, 10.888, 0
c, 0, 0, 37.1242

Atoms: element, x, y, z (angstrom)
Si, -0.3098, 0.2935, 0.0884
Si, 2.8701, 2.5127, 0.1396
Si, -0.2176, 5.7405, 0.0549
Si, 3.2261, 8.0062, 0.1017
Si, 5.2328, 0.3179, 0.2039
Si, 8.4943, 2.634, -0.0105
Si, 5.2577, 5.6082, 0.0075
Si, 8.3837, 7.9784, 0.1796
Si, 1.3109, 1.3523, 1.4275
Si, 4.0385, 4.1399, 1.3616
Si, 1.4594, 6.8939, 1.2566
Si, 4.2134, 9.5495, 1.5192
Si, 6.8946, 1.4821, 1.3335
Si, 9.6134, 4.1219, 1.3989
Si, 6.8051, 6.7608, 1.3979
Si, 9.4766, 9.6172, 1.4239
Si, 0.0381, 2.7661, 2.7929
Si, 2.7024, -0.0229, 2.7679
Si, 0.0529, 8.2209, 2.671
Si, 2.7095, 5.5098, 2.7201
Si, 5.4593, 2.7835, 2.6978
Si, 8.1397, 0.0753, 2.7743
Si, 5.5385, 8.1602, 2.8265
Si, 8.177, 5.4185, 2.7513
Si, 1.3929, 4.1352, 4.1145
Si, 4.101, 1.383, 4.0539
Si, 1.3578, 9.5216, 4.1283
Si, 4.0907, 6.8203, 4.1085
Si, 6.8011, 4.0887, 4.1147
Si, 9.5321, 1.4022, 4.1182
Si, 6.8492, 9.5631, 4.1518
Si, 9.566, 6.8336, 4.0351
Si, -0.0015, 0.0154, 5.4607
Si, 2.7492, 2.7417, 5.436
Si, -0.0032, 5.4724, 5.4467
Si, 2.7213, 8.1612, 5.4766
Si, 5.4329, 0.0153, 5.4562
Si, 8.1489, 2.7273, 5.4767
Si, 5.4434, 5.4497, 5.4628
Si, 8.2254, 8.1806, 5.4484
Si, 1.375, 1.3772, 6.7903
Si, 4.0869, 4.0819, 6.8228
Si, 1.3545, 6.8028, 6.8332
Si, 4.0842, 9.5317, 6.8132
Si, 6.7967, 1.3556, 6.8323
Si, 9.5186, 4.1015, 6.7994
Si, 6.8255, 6.8183, 6.7816
Si, 9.5491, 9.5348, 6.8334
Si, -0.0082, 2.7251, 8.1384
Si, 2.7135, -0.0014, 8.1541
Si, 0.0029, 8.1686, 8.1944
Si, 2.712, 5.4283, 8.1816
Si, 5.42, 2.705, 8.182
Si, 8.1614, -0.015, 8.1832
Si, 5.4571, 8.1553, 8.1469
Si, 8.1508, 5.4467, 8.1542
Si, 1.3384, 4.0556, 9.5238
Si, 4.0584, 1.3304, 9.5371
Si, 1.3797, 9.5277, 9.5312
Si, 4.0914, 6.8009, 9.5102
Si, 6.7768, 4.0861, 9.5017
Si, 9.539, 1.3588, 9.511
Si, 6.7991, 9.4961, 9.5291
Si, 9.5005, 6.7988, 9.5203
Si, 0.0215, 0.001, 10.8802
Si, 2.6711, 2.6696, 10.8911
Si, -0.0248, 5.4355, 10.8576
Si, 2.7494, 8.1624, 10.8819
Si, 5.4079, -0.0652, 10.8792
Si, 8.1268, 2.7068, 10.8268
Si, 5.4143, 5.4237, 10.8822
Si, 8.1424, 8.1344, 10.9065
Si, 1.356, 1.3153, 12.3221
Si, 4.0305, 4.0412, 12.2034
Si, 1.3714, 6.7877, 12.1876
Si, 4.0758, 9.4908, 12.3223
Si, 6.7814, 1.3086, 12.1641
Si, 9.4597, 4.0822, 12.1719
Si, 6.7413, 6.788, 12.2712
Si, 9.562, 9.5025, 12.1969
Si, -0.1228, 2.7076, 13.5254
Si, 2.7415, -0.0518, 13.7406
Si, 0.079, 8.1769, 13.5513
Si, 2.6584, 5.3904, 13.564
Si, 5.3797, 2.6323, 13.4963
Si, 8.1644, -0.0405, 13.5002
Si, 5.3959, 8.101, 13.7207
Si, 8.1161, 5.4137, 13.571
Si, 1.1283, 4.123, 14.8571
Si, 4.2165, 1.2574, 15.0544
Si, 1.3894, 9.4702, 15.1061
Si, 3.9786, 6.6807, 15.0321
Si, 6.7445, 3.9554, 14.8239
Si, 9.4404, 1.3491, 14.9096
Si, 6.8669, 9.5079, 14.9456
Si, 9.5168, 6.8403, 14.8002
Si, -0.2194, -0.1165, 16.2429
Si, 3.1916, 2.6244, 16.6481
Si, 0.0133, 5.6486, 16.21
Si, 2.3771, 7.7279, 16.4481
Si, 6.0738, 0.4024, 16.1962
Si, 7.6164, 2.2277, 16.1345
Si, 5.182, 5.0144, 16.1748
Si, 8.5706, 8.4577, 16.1442
Si, -10.1601, 5.965, 34.3947
Si, -10.7656, 11.6139, 23.9761
Si, -2.2133, 7.3482, 23.3142
Si, -4.4267, -15.5997, 24.9285
Si, 27.8927, 29.0242, 30.36
Si, 8.0671, 18.7052, 19.018
Si, 10.3891, 4.3633, 19.0476
Si, 3.2652, 2.3958, 29.303
Si, 32.2865, -3.6587, 25.7519
Si, 4.0567, 4.2003, 24.3471
Si, -4.7828, 9.9729, 19.0614
Si, 3.8901, 7.7473, 19.2159
Si, 5.6822, 31.1339, 28.103
Si, 7.568, 46.7692, 19.2129
Si, 4.8212, 0.203, 34.4122
Si, 30.3561, 26.9637, 26.9982
Si, 28.4952, 11.8453, 21.2289
Si, 26.3986, 26.4947, 30.7181
Si, 11.3383, 33.9632, 28.4666
Si, 9.5443, 13.188, 26.2167
Si, -19.8903, 8.776, 30.4563
Si, 22.2892, -26.5593, 31.4926
Si, -6.5695, 29.9907, 25.6846
Si, 15.2089, -11.063, 30.3625
Si, 4.3604, 1.9465, 26.5129
Si, 25.9126, 34.5029, 22.5587
Si, 7.0636, 11.2463, 26.0698
Si, -3.2882, 29.2851, 34.4968
Si, 13.8659, 10.9187, 24.9121
Si, 4.9396, -2.6969, 33.1915
Si, 1.7205, 11.5111, 21.4361
Si, 10.2276, 21.0763, 30.2171
Si, 18.1186, 14.4178, 31.8925
Si, 19.657, 9.6676, 32.8039
Si, -8.5511, -2.4684, 34.4681
Si, 24.0946, 12.8886, 34.3571
Si, -0.4944, 6.8346, 20.7945
Si, 22.3145, 9.2377, 27.9504
Si, -4.9356, 16.5947, 18.96
Si, -8.7884, 19.259, 21.7115
Si, 8.269, 21.1687, 23.3551
Si, 22.2595, -0.2287, 34.315
Si, 24.3189, 4.4509, 32.6683
Si, 12.0376, 23.4102, 18.5958
Si, 18.0909, 4.562, 34.924
Si, 8.6851, 27.2706, 30.167
Si, 2.2486, 28.4025, 24.3932
Si, -4.3393, 0.7321, 32.3669
O, -14.807, 4.029, -3.7117
O, 11.7664, 1.3185, -3.0672
O, 8.919, 4.0002, -17.5215
O, 5.8428, 4.887, -1.355
O, 14.1577, 8.0946, -16.4743
O, -1.3086, -4.2633, -14.9373
O, 5.9311, 14.7122, -6.1436
O, 16.7122, 12.2915, -11.0523
O, -6.9555, 14.1233, -11.4875
O, 6.3054, -2.5372, -7.9259
O, 9.5948, 20.5031, -20.3993
O, -7.8985, 19.7874, -1.2551
O, -0.3653, 34.927, -9.6397
O, 1.631, 9.6681, -3.3862
O, 4.0885, 12.3384, -0.0267
O, 30.2166, 15.937, -8.509
O, 3.1076, 1.4679, 21.3753
O, 11.6224, 7.8053, 21.1101
O, -11.9533, 27.9729, 26.7725
O, 16.7185, 10.7549, 20.436
O, 13.7654, -2.8792, 17.9824
O, 22.2163, 13.9388, 18.952
O, 6.288, 15.0851, 19.44
O, 15.0742, -6.9863, 16.9051
O, 7.4733, 12.8209, 31.8225
O, 2.6649, 12.8154, 18.0387
O, 8.1544, 7.5627, 17.4341
O, 1.8159, 3.1296, 15.9721
O, -5.2302, 18.4735, 25.0249
O, -4.984, 0.08, 17.8089
O, -11.3718, 1.9568, 24.8679
O, 45.0855, 29.1255, 31.1639
O, 0.2797, 8.4544, 26.5787
O, 0.8869, 21.6979, 27.7004
O, 4.4577, 6.2242, 19.3273
O, -22.5731, 9.2407, 28.893
O, -4.0872, -0.8116, 27.1718
O, 30.8, 9.82, 31.2075
O, 10.2452, 15.8819, 17.5584
O, 16.9422, 27.5131, 17.3481
O, -3.373, 17.1909, 23.7125
O, 3.7748, 9.5187, 24.9094
O, 7.452, -11.2585, 33.1075
O, 20.7015, 10.5467, 23.7684
O, -12.8994, 25.555, 26.2347
O, -16.0887, 34.3329, 22.2163
O, -14.1906, 6.6096, 30.5939
O, 1.7246, 2.1893, 28.8868
O, 11.216, 0.7478, 17.5166
O, 12.052, -4.2081, 16.7365
O, 8.4723, 29.9235, 33.2801
O, 29.5359, 13.6007, 17.6956
O, 14.4374, 23.0157, 30.4019
O, 11.6173, 6.4805, 24.8677
O, 13.9972, 7.1638, 25.6468
O, 25.7253, 37.7234, 32.1525
O, 8.0872, -2.1217, 22.8013
O, 0.6883, 23.0267, 22.5394
O, 29.6859, 11.2398, 22.1179
O, 4.0368, 25.1504, 22.9775
O, 20.8822, 10.3206, 33.5867
O, 23.5184, 30.3583, 28.8351
O, -3.6108, 21.4556, 24.612
O, -9.7387, 22.5, 19.9364
O, 7.8426, 19.3062, 35.8201
O, 5.5158, 18.811, 31.7037
O, 8.0199, 16.853, 34.7757
O, 15.1948, 13.216, 28.0695
O, -12.3422, -14.0118, 24.687
O, 16.3121, 5.0211, 24.5351
O, 23.1816, -17.034, 31.5297
O, 25.1144, 22.553, 34.5708
O, 13.2062, -29.815, 35.7481
O, 16.903, 7.5081, 34.1779
O, 26.4216, 19.4057, 27.216
O, 20.4286, 23.2252, 36.6492
O, 3.5224, 36.533, 29.9049
O, 2.7792, 26.9221, 24.1243
O, -10.5596, 10.4284, 35.9113
O, 14.1486, 22.5545, 26.3128
O, -1.2977, 6.9362, 36.9897
O, 9.4832, 7.6196, 19.728
O, 13.5875, 24.6688, 33.0628
O, 3.7081, 33.5598, 23.7807
O, 10.3734, 0.8457, 29.7144
O, 21.669, 6.1913, 33.0097
O, 15.9988, -2.1521, 18.9009
O, -14.3813, 12.8434, 20.1784
O, -3.8516, 17.6064, 19.6127
O, 8.4968, 4.2423, 31.1819
O, -5.2123, 10.8933, 31.219
O, 2.4037, 7.6135, 23.114
O, -8.9074, 9.9738, 21.8977
O, 0.0513, 16.3425, 20.1281
O, 18.1209, 5.8135, 26.3217
O, 12.9708, 5.1767, 34.0263
O, 7.5948, 42.0177, 19.2026
O, 16.4642, -0.143, 35.7956
O, 16.4934, -9.5634, 33.5402
O, 8.0014, 3.4227, 35.7602
O, -0.6905, 16.9409, 30.4094
O, 12.2614, 10.8508, 24.6972
O, -2.4824, 1.1733, 26.4292
O, 15.9523, 16.9614, 29.9429
O, -6.0763, -0.404, 28.8461
O, 25.1089, 20.3531, 30.7902
O, 0.7525, 9.8332, 30.9359
O, 14.3117, -3.2053, 33.5018
O, 10.9143, -5.6835, 35.6352
O, 15.6837, -1.1258, 33.5102
O, 4.2048, 6.7897, 36.7014
O, 1.1564, 7.419, 34.9246

Results
free energy: -161109.966 eV
free energy less fixed offsets of O -570.45, Si -639.56 eV per atom: -6.446 eV

Forces (eV/angstrom), in the order of the atoms: element, x, y, z
Si, 0.0089, -0.0061, -0.0535
Si, -0.0021, -0.0045, -0.0591
Si, -0.0018, -0.0001, -0.0582
Si, -0.0011, 0.0124, -0.0548
Si, -0.0034, -0.0027, -0.0573
Si, -0.0024, 0.0097, -0.0493
Si, 0.0045, -0.0038, -0.0487
Si, -0.0018, 0.0011, -0.0572
Si, -0.0024, 0.0005, 0.0018
Si, 0.0027, -0.001, 0.0042
Si, 0, 0.0014, 0.0042
Si, -0.0001, 0.0015, -0.0007
Si, 0.0005, 0.002, 0.0017
Si, -0.0008, -0.0014, 0.0018
Si, -0.0004, -0.0017, 0.0029
Si, 0.0014, 0.0011, 0.0009
Si, -0.001, -0.0008, -0.0001
Si, -0.0017, -0.0007, -0.0014
Si, 0.0032, 0, -0.003
Si, -0.0015, 0.0015, 0.0014
Si, 0.0003, 0.0009, -0.0012
Si, -0.0006, 0.001, -0.0031
Si, -0.0001, 0.0012, 0.0019
Si, -0.0014, -0.0014, -0.0014
Si, 0.001, 0.0016, -0.0024
Si, -0.0006, 0.001, 0.0012
Si, -0.0019, 0.0004, -0.0002
Si, -0.0003, 0, -0.0006
Si, -0.0007, -0.0001, -0.0002
Si, -0.0001, -0.0004, 0
Si, 0.0011, 0.001, 0.0007
Si, 0.0001, 0.0001, -0.0008
Si, -0.0014, 0.0003, -0.0006
Si, 0, 0.0006, 0.0008
Si, -0.001, 0.0005, -0.0002
Si, -0.0009, 0.0007, -0.0006
Si, -0.0003, 0.0008, -0.0005
Si, -0.0013, 0.0006, -0.0006
Si, -0.0005, 0.0001, -0.0011
Si, 0.0001, 0.0009, 0
Si, 0.0003, 0.0008, -0.0002
Si, 0.0008, 0.0008, -0.0014
Si, -0.0006, 0.0001, -0.001
Si, -0.0006, -0.0004, -0.001
Si, -0.0004, 0.0004, -0.001
Si, -0.0004, 0, -0.0013
Si, -0.0001, 0.0007, 0.0002
Si, -0.0002, 0.002, -0.0005
Si, -0.0015, 0.0011, -0.0001
Si, -0.0013, -0.0005, 0.0006
Si, -0.0006, 0.0004, 0.0002
Si, -0.0002, -0.0003, 0.0003
Si, -0.0003, 0.0005, -0.0005
Si, -0.001, -0.0003, -0.0001
Si, -0.0002, 0.0013, 0.0001
Si, -0.0005, 0.0001, -0.0007
Si, -0.0005, 0.0004, 0.0006
Si, -0.0004, -0.0009, 0.0013
Si, 0.0001, -0.0004, 0.0002
Si, -0.0012, -0.0006, 0.0005
Si, 0.0016, -0.0004, 0.0005
Si, -0.0003, 0, 0.0013
Si, -0.0019, -0.0009, 0.0018
Si, -0.0004, 0, 0.0002
Si, 0.0016, 0.0005, -0.0002
Si, -0.0017, 0.0018, 0.0007
Si, -0.0019, 0.0019, -0.0004
Si, -0.0008, -0.0006, 0.0005
Si, -0.0012, 0.0007, 0.0002
Si, 0.0005, -0.0004, -0.0017
Si, -0.0018, 0.0025, 0
Si, 0, -0.002, -0.0005
Si, -0.002, -0.002, -0.0003
Si, -0.0013, 0.0003, 0.0023
Si, -0.0003, -0.0002, -0.0028
Si, -0.0011, 0.001, -0.0008
Si, -0.0009, 0.0037, -0.0023
Si, -0.0008, 0.0011, -0.0026
Si, -0.0002, 0.0001, -0.0009
Si, 0.0035, -0.0013, -0.0015
Si, 0.0014, -0.0013, -0.0014
Si, 0.0011, 0.0006, 0.0025
Si, -0.0035, 0.0032, 0.0003
Si, 0.0005, 0.0006, 0.0012
Si, -0.0025, 0.0014, 0.0011
Si, -0.0028, -0.0022, 0.0013
Si, -0.0011, 0.0003, -0.0018
Si, -0.0041, -0.0018, 0.0028
Si, 0.0077, -0.0096, 0.0142
Si, -0.0019, -0.0026, -0.007
Si, 0.0011, 0.0011, -0.0004
Si, -0.0012, 0.001, -0.0028
Si, -0.0021, 0.0023, -0.0002
Si, 0.001, -0.0001, -0.0025
Si, -0.0001, 0.0025, 0.0006
Si, 0.0003, -0.0018, -0.0013
Si, 0.0025, 0.0104, 0.0465
Si, -0.0041, -0.0055, 0.0584
Si, -0.0048, -0.0065, 0.056
Si, 0.0042, -0.0096, 0.0705
Si, -0.0063, -0.0139, 0.0406
Si, 0.0051, 0.0114, 0.0493
Si, 0.0099, 0.004, 0.0529
Si, -0.0075, -0.0082, 0.0461
Si, 0.015, 0.0006, -0.1099
Si, -0.0072, -0.0036, 0.049
Si, -0.0175, 0.0062, 0.0667
Si, -0.0083, 0.0013, 0.0273
Si, 0.0124, -0.0035, -0.0629
Si, 0.0137, 0.0037, 0.0806
Si, 0.0077, 0.0034, 0.0925
Si, -0.0069, -0.0049, -0.0408
Si, 0.0053, -0.0029, 0.0171
Si, 0.0048, 0.0094, 0.0384
Si, 0.0011, -0.0087, 0.1015
Si, 0.0007, 0.0052, 0.0987
Si, -0.0042, 0.002, -0.0318
Si, -0.0039, -0.0113, 0.1056
Si, 0.0029, 0.0052, -0.1047
Si, 0.0043, -0.0024, -0.0116
Si, -0.0008, -0.0013, 0.1008
Si, -0.0036, -0.0031, -0.0604
Si, 0.0019, 0.0039, -0.0277
Si, -0.008, 0.0034, 0.0102
Si, -0.0042, 0.0117, -0.046
Si, 0.0026, 0.0088, -0.0774
Si, 0.0012, -0.0028, 0.0105
Si, -0.015, 0.0059, -0.0545
Si, 0.002, -0.0036, -0.004
Si, -0.011, 0.0083, 0.0695
Si, -0.0007, 0.0067, 0.0151
Si, -0.0101, 0.005, -0.0995
Si, 0.0023, -0.0088, 0.0352
Si, 0.0055, 0.0016, -0.0862
Si, 0.0097, -0.0003, 0.0952
Si, 0.0191, 0.0086, -0.061
Si, 0.0058, -0.0013, -0.0889
Si, -0.0071, 0.0121, -0.0848
Si, 0.0005, -0.0061, -0.097
Si, 0.0031, -0.0013, -0.0995
Si, 0.006, 0.0166, 0.0949
Si, 0.0029, 0.0049, -0.0181
Si, 0.003, 0.0003, 0.1105
Si, -0.0129, 0.0128, 0.087
Si, 0.0059, -0.0098, 0.0605
Si, -0.0105, -0.0028, -0.1054
Si, 0.0108, 0.0105, -0.0851
Si, -0.0064, -0.0024, 0.11
Si, 0.004, 0.0089, -0.105
Si, -0.0044, 0.0044, -0.0501
Si, -0.0009, -0.0142, 0.0476
Si, 0.0022, -0.0035, -0.0771
O, -0.001, 0.0187, 0.0848
O, 0.0023, -0.0008, 0.0298
O, -0.0035, -0.0045, -0.0287
O, -0.0245, 0.0112, 0.0536
O, 0.0243, -0.0104, -0.0677
O, 0.0215, -0.0087, -0.0578
O, 0.0106, -0.0051, 0.0297
O, -0.0018, -0.0023, -0.0021
O, -0.0019, 0.0025, -0.0076
O, -0.0011, -0.01, 0.0275
O, 0.0049, 0.0031, -0.0219
O, 0.0105, -0.0078, 0.0708
O, 0.001, -0.0056, 0.009
O, 0.0008, 0.0005, 0.0281
O, 0.0009, 0.0022, 0.0289
O, 0.0017, 0.003, 0.031
O, -0.0148, -0.0027, -0.0368
O, -0.0095, -0.0069, -0.0388
O, -0.0012, -0.0017, 0.0007
O, -0.0058, -0.0223, -0.0613
O, -0.0215, -0.0055, -0.0726
O, 0.0048, -0.0052, -0.0315
O, -0.0009, 0.0113, -0.0372
O, -0.002, 0.0005, -0.0285
O, -0.0025, -0.0026, 0.0237
O, 0.0213, 0.0112, -0.0603
O, 0.0107, 0.0088, -0.0861
O, -0.017, 0.0144, -0.0316
O, 0.0044, -0.0013, -0.0065
O, -0.0009, 0.0274, -0.0782
O, 0.0061, -0.0064, -0.0157
O, -0.0045, -0.0149, 0.0268
O, 0.0011, -0.0015, 0.001
O, 0, -0.0035, 0.0115
O, 0.0047, -0.0041, -0.0312
O, -0.0042, 0.0005, 0.0181
O, -0.0037, -0.002, 0.0068
O, -0.0145, -0.0091, 0.0471
O, 0.01, 0.0203, -0.0755
O, -0.0071, -0.0114, -0.0482
O, 0.0121, 0.0041, -0.0235
O, -0.0027, 0.0034, -0.0078
O, 0.0047, -0.0059, 0.0279
O, -0.0046, -0.0005, -0.0189
O, 0.0005, 0.0002, 0.0006
O, 0.0196, -0.0148, -0.038
O, -0.0025, 0.002, 0.0189
O, 0.005, 0.0013, 0.013
O, -0.0182, -0.0274, -0.0613
O, 0.0016, 0.0018, -0.031
O, -0.0128, -0.0177, 0.0428
O, -0.0068, -0.0188, -0.0852
O, 0.0069, -0.0096, 0.0215
O, 0.0058, 0.001, -0.0147
O, -0.0011, 0.0008, -0.0122
O, -0.0159, 0.0004, 0.0409
O, -0.0002, -0.0019, -0.021
O, 0.0135, -0.0012, -0.0446
O, -0.0178, 0.0121, -0.0443
O, 0.0051, -0.0139, -0.0281
O, 0.0235, 0.0098, 0.043
O, 0.0058, 0.0003, 0.0304
O, 0.0067, -0.0035, -0.0279
O, -0.0108, 0.0166, -0.0784
O, 0.0093, 0.007, 0.078
O, -0.0125, 0.011, 0.058
O, -0.0012, -0.0083, 0.0387
O, -0.0042, 0.0019, 0.0135
O, -0.0066, -0.0029, -0.0238
O, -0.002, -0.0043, -0.0084
O, 0.0054, -0.0029, 0.038
O, -0.0026, 0.0016, 0.0368
O, 0.0065, 0.0081, 0.0812
O, 0.0221, -0.0083, 0.0417
O, 0.0017, 0.0019, 0.0046
O, -0.0025, 0.0016, 0.0261
O, 0.0086, 0.0127, 0.0276
O, -0.001, 0.0005, -0.0112
O, -0.0158, 0.0038, 0.0785
O, -0.0025, -0.0005, -0.0054
O, 0.0012, 0.0029, 0.0299
O, -0.0274, 0.0078, -0.0439
O, -0.004, -0.0213, 0.0423
O, 0.0052, 0.0123, -0.035
O, -0.0055, -0.0103, 0.0211
O, 0.0021, -0.0009, 0.0677
O, 0.0037, 0.0039, -0.0299
O, 0.0083, 0.0282, -0.0531
O, -0.0073, -0.0021, -0.0335
O, -0.0113, -0.0125, 0.0361
O, 0.0199, 0.0076, 0.0361
O, -0.0011, 0.0202, -0.0482
O, 0.0024, -0.0002, -0.0362
O, -0.0057, -0.0281, -0.0475
O, 0.0002, 0.0026, -0.0033
O, -0.0136, 0.0093, 0.0497
O, -0.0035, -0.0047, -0.0369
O, 0.0107, 0, 0.0803
O, -0.0165, -0.0053, 0.0473
O, 0.0161, -0.0255, 0.054
O, 0.0128, 0.0013, 0.034
O, -0.0054, 0.003, -0.0182
O, -0.0006, -0.0019, -0.0053
O, -0.0006, -0.0012, 0.0193
O, -0.0048, 0.0023, 0.0241
O, 0.0014, -0.0035, 0.0196
O, 0.0009, -0.0043, 0.0222
O, -0.0168, 0.0043, 0.0462
O, -0.013, -0.0045, 0.0761
O, -0.0042, 0.0152, 0.0408
O, 0.0015, -0.0034, 0.0334
O, 0.0017, 0.0038, 0.0321

The program warned: the cutoff lies below the one the program advises for these potential files; the forces do not sum to zero within the program's tolerance; empty levels may hold ghost states of the PAW files; the exchange-correlation potential is rough where the density is thin.
